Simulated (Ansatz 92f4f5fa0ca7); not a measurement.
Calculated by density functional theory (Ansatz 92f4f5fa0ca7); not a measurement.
Periodic cell of 223 atoms, Si131O90As2, from a study of silicon, its oxide and their interface. The atomic structure is a simulated model.
Doubt: the cutoff is far below the 930 eV that the study's wrapper takes by default for these files, so forces and energies are approximate.
This geometry differs little from another in the collection (a relaxation step or a small displacement).

Settings
functional: PBE
potential files: Ansatz PAW
basis: plane waves
wave-function cutoff: 580 eV
density cutoff ratio: 5
exchange-correlation grid ratio: 1
k mesh: 1 x 1 x 1, Gamma-centred
self-consistency stop: 5e-08 eV per atom in the density residual
occupations: fixed
spin: none
net charge: 0

Cell vectors (angstrom)
a  10.938  0  0
b  0  10.938  0
c  0  0  32.1988

Atoms and the computed forces on them: element, x, y, z (angstrom), force x, y, z (eV/angstrom)
Si  10.5884  0.2268  24.876  0.0006  0.0025  -0.0007
Si  5.7391  10.6813  24.7539  0.0008  -0.0006  -0.0029
Si  2.4778  2.9178  24.6502  -0.0004  0.0012  -0.0022
Si  8.4266  2.4641  24.8362  0.0016  0.0003  -0.0051
Si  0.276  5.1708  24.7633  0.0012  0.0009  -0.0036
Si  5.1568  5.7496  24.7022  0.0003  0.0028  -0.002
Si  2.9371  8.0051  24.6113  0.0013  -0.0004  -0.0011
Si  7.9406  8.4398  24.7435  -0.001  0.0017  -0.0021
Si  1.3291  1.3859  26.0468  0.0022  -0.004  -0.0015
Si  6.8468  1.3113  26.1281  -0.0046  0.0039  -0.002
Si  4.0449  4.106  25.9944  0.0018  -0.001  -0.0005
Si  9.6052  4.0655  26.0893  -0.0033  0.0032  -0.0004
Si  1.3981  6.8287  26.0076  -0.0008  0.0008  0.0005
Si  6.7696  6.8547  26.0349  0.0018  -0.0019  0
Si  4.0994  9.5387  26.0029  -0.0007  0.0015  0.0009
Si  9.466  9.5724  26.1564  0.0045  -0.0028  -0.0048
Si  2.7275  -0.0067  27.3538  0.0002  0  0.0018
Si  8.1595  -0.017  27.5604  0.001  -0.0029  0.0028
Si  0.0058  2.7231  27.491  0.0026  0.0004  0.0035
Si  5.4411  2.7462  27.3698  -0.0001  0  0.0018
Si  2.7268  5.4675  27.4306  0.0016  -0.001  0.0023
Si  8.1858  5.4746  27.3653  0  0.0002  0.0017
Si  -0.0046  8.1843  27.3792  0.0005  -0.0007  0.0007
Si  5.4336  8.2022  27.4479  0.001  -0.0006  0.0027
Si  4.081  1.3694  28.7474  -0.001  -0.0014  -0.0052
Si  9.5721  1.3606  28.845  0.0029  0.0001  0.0065
Si  1.3642  4.1151  28.813  -0.0011  0.0016  0.0028
Si  6.826  4.1034  28.7494  -0.0003  0.0015  -0.0056
Si  4.09  6.8227  28.8029  0.0022  -0.0004  -0.0006
Si  9.5576  6.831  28.7579  0.0003  -0.0033  -0.0038
Si  1.3674  9.5638  28.7458  0.0023  0.0009  -0.005
Si  6.7806  9.5488  28.85  -0.0072  -0.0003  0.0082
Si  0.0158  -0.0178  30.1559  -0.003  0.001  -0.0015
Si  5.4392  0.0209  30.16  0.006  -0.0044  -0.0006
Si  2.7353  2.7345  30.1469  -0.0006  0.0033  -0.0013
Si  8.1894  2.7479  30.1519  0.0034  -0.0039  -0.0006
Si  -0.0137  5.4787  30.1518  0.004  -0.0023  -0.0011
Si  5.4726  5.464  30.1474  -0.002  0.0007  0.0001
Si  2.725  8.2076  30.1435  -0.0003  -0.0047  0.0009
Si  8.2022  8.1971  30.154  0  0.0007  -0.0022
Si  1.3673  1.3673  31.515  0.0863  -0.026  0.0144
Si  6.8362  1.3673  31.515  -0.046  0.085  -0.0031
Si  4.1018  4.1018  31.515  0.0334  -0.0794  -0.006
Si  9.5708  4.1018  31.515  -0.0817  0.0781  0.0184
Si  1.3673  6.8362  31.515  -0.0415  0.0864  -0.019
Si  6.8362  6.8362  31.515  0.0459  -0.0763  0.0486
Si  4.1018  9.5708  31.515  -0.1869  0.0078  0.0302
Si  9.5708  9.5708  31.515  0.0202  -0.1299  0.0133
Si  2.7345  0  0.6835  0.0318  0.0116  0.0556
Si  8.2035  0  0.6835  0.0072  0.1739  0.0009
Si  0  2.7345  0.6835  -0.0529  -0.0581  0.1131
Si  5.469  2.7345  0.6835  0.0688  -0.0132  0.0215
Si  2.7345  5.469  0.6835  -0.0715  0.0324  -0.2094
Si  8.2035  5.469  0.6835  0.0881  -0.1242  0.1157
Si  0  8.2035  0.6835  -0.2046  -0.0521  -0.1412
Si  5.469  8.2035  0.6835  0.0778  0.0557  -0.0354
Si  4.1128  1.3675  2.0517  0.0057  0.0004  -0.0015
Si  9.5604  1.374  2.0787  0.0047  -0.0061  -0.0009
Si  1.36  4.1227  2.0416  0.0091  0.0019  -0.0035
Si  6.8611  4.0719  2.0632  0.001  0.0035  0.0078
Si  4.1142  6.8164  2.0256  0.0037  -0.0037  -0.003
Si  9.5665  6.8399  2.0544  -0.0027  0.0018  -0.0027
Si  1.3299  9.5866  2.0233  0.0039  -0.0139  0.0089
Si  6.8242  9.5993  2.0458  0.0046  -0.0016  -0.0069
Si  -0.0106  -0.0056  3.4328  -0.0178  -0.0042  -0.0055
Si  5.4761  0.0162  3.4552  0.0072  -0.0031  0.0103
Si  2.7613  2.7765  3.3731  -0.0001  0.008  -0.0062
Si  8.1916  2.7055  3.5066  -0.0036  -0.0122  -0.002
Si  -0.014  5.4653  3.4336  0.0101  -0.0021  0.0016
Si  5.4882  5.4517  3.3909  -0.0104  -0.0026  0.0068
Si  2.6894  8.1731  3.3137  -0.0006  0.0074  0.0033
Si  8.197  8.24  3.3869  0.0044  0.0185  0.0013
Si  1.3613  1.4519  4.6978  0.0059  -0.0063  -0.0039
Si  6.8774  1.2846  4.9438  -0.0026  -0.0085  -0.0003
Si  4.2036  4.0404  4.782  -0.0009  -0.0006  0.0111
Si  9.5227  4.1677  4.8417  0.0015  0.0094  0.0037
Si  1.4389  6.8008  4.7529  0.0093  -0.0062  -0.0018
Si  6.7644  6.9211  4.7077  0.0121  -0.0042  0.0035
Si  3.9706  9.5747  4.6519  0.005  0.0063  -0.0014
Si  9.5796  9.5176  4.8142  0.005  -0.0209  -0.0039
Si  2.7564  0.1019  6.0303  -0.0033  0.0069  0.018
Si  8.2146  -0.1647  6.3222  -0.0082  0.0438  -0.0859
Si  -0.0172  2.7489  6.1362  -0.0099  -0.0044  -0.0111
Si  5.548  2.7204  6.2997  0.0054  0.0051  0.0063
Si  2.8251  5.422  6.1042  -0.0246  -0.013  -0.0049
Si  8.1579  5.6673  6.1365  -0.0064  -0.008  0.0047
Si  0.1126  8.1607  6.1211  -0.0322  0.01  0.0166
As  5.3572  8.3234  6.0995  0.0215  0.0112  -0.0088
Si  3.9479  1.4801  7.5825  0.0089  -0.0097  -0.0203
Si  9.8021  1.1382  7.4627  0.0183  -0.016  0.0341
Si  1.7311  3.7646  7.3622  0.008  0.0313  0.0015
Si  6.6634  4.4793  7.4962  -0.0088  0.0092  0.0047
Si  4.3225  6.6341  7.4753  0.023  0.0134  -0.0002
Si  9.6316  6.9198  7.5205  -0.0754  0.1051  0.0922
Si  1.1504  9.9417  7.291  0.0085  0.0074  0.0093
As  7.4855  8.8531  7.8797  0.1662  -0.0688  0.3102
O  9.1201  8.1755  8.4884  -0.0837  -0.0181  -0.1826
O  2.7809  2.604  7.8411  -0.0145  -0.0052  -0.0036
O  9.5243  1.3524  24.2771  0.0012  -0.0008  0.0033
O  4.0544  6.8647  24.1377  0.0013  -0.0012  0.0005
O  0.0366  0.0572  7.9314  0.002  0.0151  -0.0249
O  5.5144  5.6007  7.9704  -0.0246  -0.0065  -0.0034
O  6.8486  9.571  24.2086  0.0022  -0.0007  0.0026
O  1.3679  4.0611  24.1763  0.001  -0.0011  0.0022
O  3.794  7.414  8.8473  -0.0121  -0.0049  -0.0096
O  1.3952  4.4047  8.8299  -0.0444  0.0479  0.022
O  10.0799  5.7104  8.5644  0.0473  0.0075  0.0028
O  2.0834  9.4451  8.5438  -0.0018  -0.0038  -0.0007
O  7.4559  3.9688  8.8544  0.0072  -0.0056  0.001
O  4.3229  0.875  9.0871  0.0008  -0.0014  0.0004
O  6.9901  9.6389  9.4125  0.0227  -0.0582  -0.0415
O  9.1949  1.9042  8.7939  -0.0104  0.0056  -0.0023
O  7.7051  3.144  23.5315  0.0002  0.0001  0.0032
O  10.5037  5.8511  23.4544  -0.0005  0.0007  0.0016
O  5.0954  0.4422  23.4184  0.0002  0.0009  0.0018
O  5.8659  5.094  23.3718  0.0015  -0.0011  0.0027
O  3.1007  2.2052  23.2873  0.0007  -0.0001  0.0026
O  2.3009  8.7128  23.2435  -0.0002  0.0018  0.0011
O  8.624  7.7604  23.4061  0.0013  0.0001  0.0027
O  0.237  10.3352  23.605  0.0028  -0.002  -0.001
Si  4.3906  1.5731  22.4864  0.0011  -0.0001  -0.0041
Si  3.5458  7.9228  14.0984  0.0043  0.0007  -0.0084
Si  7.166  0.9558  14.7076  0.0017  -0.0016  -0.0062
Si  0.9542  9.3552  22.5418  0.001  -0.0008  -0.0035
Si  1.23  4.2982  11.9691  0.0098  -0.0036  0.0058
Si  6.3255  8.9653  15.3664  0.0014  0.0001  -0.0079
Si  0.7044  1.3556  12.3905  0.0025  -0.0029  -0.0004
Si  8.6407  4.9451  20.5445  0.0023  0.0002  -0.0018
Si  0.5196  5.6212  9.4263  -0.0094  0.0065  -0.0442
Si  5.1407  3.1148  17.9738  0.0024  -0.0004  -0.0044
Si  0.9234  3.735  16.8078  0.0022  -0.0002  -0.0041
Si  10.4327  2.852  19.2783  0.0009  0.0005  -0.0027
Si  5.3108  1.1666  10.3828  0.0135  -0.0232  0.0118
Si  0.9164  0.1808  19.884  0.0033  0.0002  -0.0019
Si  6.73  9.4734  11.0183  -0.001  0.001  -0.121
Si  9.3659  9.6687  18.3947  0.0029  0.001  -0.0057
Si  9.4782  9.2276  12.681  -0.0058  0.0039  -0.0039
Si  6.5708  3.8443  22.6026  0.0005  0.0005  -0.0053
Si  2.4252  8.1316  9.412  0.0109  0.0016  0.022
Si  10.6322  7.3568  17.1625  0.0018  0.0013  -0.0076
Si  2.5455  6.2937  16.645  0.0032  0.0012  -0.0081
Si  10.2179  4.4742  14.2511  -0.001  -0.0013  -0.0004
Si  6.173  9.1805  18.5637  0.0012  0.0013  -0.0057
Si  7.9642  2.6074  9.6026  -0.0005  -0.0071  0.0016
Si  8.9077  2.1544  12.4754  0.0004  -0.0011  0.0026
Si  5.3819  6.2378  18.112  0.0024  -0.0004  -0.005
Si  3.9452  0.5514  19.4913  0.0015  0.0009  -0.0026
Si  4.3208  3.8325  12.0877  0.0049  0.0021  -0.0017
Si  5.5997  6.5909  12.2076  0.0092  0.0121  -0.008
Si  8.0525  2.5013  17.253  0.0022  -0.0001  -0.005
Si  4.4045  2.4674  15.0076  0.0034  0.0006  -0.0072
Si  1.5808  1.2001  15.3436  0.0028  -0.0019  -0.0058
Si  1.6406  9.4211  12.1024  0.0053  -0.0011  -0.0032
Si  8.1165  6.837  13.9299  -0.0002  0.0003  -0.0093
Si  10.4496  9.8285  15.5839  0.0003  -0.0008  -0.0092
Si  9.8132  7.0219  22.5658  0.0023  -0.0002  -0.0043
Si  8.1424  5.4765  17.443  0.0018  0.0002  -0.0037
O  6.0927  7.9658  11.3764  -0.003  -0.0214  0.0196
O  6.0803  9.207  16.9448  0.0013  0.0004  0.0044
O  7.7033  1.3938  13.2369  0.0037  0.0009  0.0011
O  0.8713  1.7073  13.9739  0.0015  0.0004  0.0017
O  9.4814  6.2369  16.9489  0.0031  -0.0001  0.0031
O  6.8378  6.1881  13.1783  0.0043  -0.0007  0.0042
O  5.1791  4.6496  18.6466  0.002  0.0004  0.0021
O  9.2659  2.1666  18.3147  0.0021  0.0001  0.0019
O  2.3884  0.0969  19.0998  0.0016  0  0.001
O  9.4476  10.2214  16.8365  0.0019  0.0005  0.005
O  2.8343  4.4563  11.7896  -0.0004  -0.0012  -0.0007
O  5.0877  10.3133  19.1403  0.0029  -0.0009  0.0017
O  9.4682  3.2574  13.5031  0.0053  0.0037  0.001
O  0.4885  1.7686  20.0034  0.002  0.0005  0.0021
O  3.1846  1.3644  15.0925  0.0004  0.0006  0.0023
O  8.1821  5.3534  19.0539  0.001  -0.0001  0.0009
O  3.9304  6.5899  17.4527  0.0014  0.0001  0.0032
O  4.6089  3.2843  16.421  0.0009  0.0007  0.0033
O  9.1029  5.6445  14.4053  0.0043  -0.0004  0.0003
O  5.4457  2.7655  22.1495  0.0008  0.0003  0.0027
O  10.7002  4.0862  15.7425  0.0019  -0.0002  0.0013
O  0.3765  3.877  18.3403  0.0033  0.0009  0.0007
O  10.4487  10.517  19.2783  0.0002  -0.0005  0.0017
O  9.7397  10.0277  14.1184  0.0021  0.0005  0.003
O  10.9094  8.1312  22.1011  0.0003  0.0002  0.0008
O  1.2643  2.1547  16.6201  0.0028  0.0011  0.0027
O  9.7543  3.748  20.4674  0.0018  -0.0001  0.0005
O  8.1549  4.029  16.7089  0.0021  -0.0006  0.002
O  0.0303  9.099  11.9788  0.0059  -0.0005  0.0008
O  6.6213  2.402  18.0349  0.002  0.0004  0.0023
O  5.6285  10.7227  11.2657  -0.0109  0.0263  0.0055
O  7.7781  9.5903  18.9123  0.0019  -0.0001  0.0026
O  10.06  1.0317  12.0997  0.0027  -0.0001  -0.0008
O  1.222  7.0674  9.2357  -0.02  -0.0454  -0.0106
O  0.6752  4.7719  13.4346  -0.0001  0.0008  0.0028
O  5.7462  7.6168  19.0272  0.0023  0.0001  0.0027
O  5.2868  5.0828  11.5686  0.003  -0.0032  0.0026
O  2.7529  6.9993  15.1902  -0.0002  -0.001  0.0064
O  0.9872  2.7285  11.5773  0.0011  -0.0013  0.0006
O  0.9338  10.6659  15.6717  0.0034  0.0022  0.0022
O  2.5052  8.6511  10.9472  -0.0039  0.0002  -0.0059
O  4.7071  2.4273  11.2852  -0.0011  0.0028  0.0002
O  4.3225  3.4863  13.7135  0.0031  -0.0025  0.0048
O  2.2241  4.6888  16.5318  0.0013  0.0006  0.0023
O  10.7569  8.2386  15.7861  0.0018  0.0001  0.0037
O  6.9964  10.285  14.7106  0.0017  0.0015  0.0025
O  2.4081  8.942  13.4772  0.0019  -0.0004  0.0011
O  8.0902  1.5192  15.9439  0.0027  0.0009  0.0037
O  4.1886  6.9678  12.9427  0.0006  0.0019  0.005
O  4.2119  2.0031  18.7509  0.002  0.0006  0.0017
O  7.2995  4.4148  21.2822  0.0008  -0.0005  0.003
O  8.4359  2.935  11.1258  0.0035  0.0005  -0.0041
O  1.224  6.8608  17.4479  0.0016  -0.0001  0.003
O  5.6893  1.5398  14.8386  0.001  0.0009  0.0025
O  8.1713  9.7635  11.804  0.0073  -0.001  0.012
O  9.2087  6.2924  21.2524  0  -0.0004  0.0016
O  9.0731  7.6847  12.9485  0.0035  -0.0022  0.0049
O  1.7014  0.1283  11.9743  0.0007  0.0021  -0.0004
O  6.6819  6.1526  17.0988  0.0013  0.0003  0.0021
O  7.4484  7.7963  15.0863  0.0006  0.0011  0.002
O  1.2543  10.2987  21.257  0.0007  0.0007  0.0015
O  10.0558  8.1881  18.4343  0.0013  0.0001  0.0034
O  3.9572  0.846  21.1029  0.0009  -0.0001  0.0006
O  0.3535  5.2758  10.9939  -0.004  0.0019  -0.0232
O  6.7145  1.5867  9.675  -0.0001  0.0192  -0.0045
O  4.8335  8.7078  14.7392  0.0017  -0.0013  0.002

Results
free energy: -144174.202 eV
free energy less fixed offsets of As -4856.12, O -568.88, Si -635.61 eV per atom: 2.148 eV

The program warned: the cutoff lies below the one the program advises for these potential files; the exchange-correlation potential is rough where the density is thin.
